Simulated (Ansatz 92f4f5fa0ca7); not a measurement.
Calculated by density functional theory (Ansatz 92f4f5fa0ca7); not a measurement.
Periodic cell of 534 atoms, Si286O176H72, with a vacuum gap, from a study of silicon, its oxide and their interface. The atomic structure is a simulated model.

Settings: functional r2SCAN; potential files Ansatz PAW; basis plane waves; wave-function cutoff 800 eV; density cutoff ratio 5; exchange-correlation grid ratio 1; k mesh 1 x 1 x 1, Gamma-centred; self-consistency stop 2e-11 eV per atom in the density residual; occupations fixed; spin none; net charge 0; applied field sawtooth along c, amplitude +0.015 V/angstrom in the program's sign convention, ramp centred at 0.9882 of c and 0.0236 of c wide, no dipole correction.

Cell vectors (angstrom)
a 16.3305 0 0
b 0 16.3305 0
c 0 0 42.4565

Atoms and the computed forces on them: element, x, y, z (angstrom), force x, y, z (eV/angstrom)
Si 0.353 -0.098 28.812 -0.002 -0.004 0.04
Si 3.049 2.458 28.896 -0.004 -0.006 0.042
Si -0.382 5.732 28.598 -0.008 0.005 0.043
Si 2.318 8.542 28.72 0.003 0.002 0.038
Si 0.035 10.736 28.524 0.01 -0.001 0.045
Si 2.484 13.939 28.828 -0.01 0.003 0.033
Si 5.162 0.189 28.882 -0.008 0.002 0.04
Si 7.965 3.072 28.954 -0.002 0.004 0.033
Si 5.763 5.347 28.806 0.005 -0.004 0.051
Si 7.988 8.27 29.414 0.006 0.003 0.016
Si 5.842 10.446 28.797 0.006 -0.005 0.045
Si 8.45 13.23 28.776 0 -0.003 0.034
Si 11.172 -0.218 28.626 0.002 -0.004 0.037
Si 13.312 2.876 28.704 -0.01 0.008 0.044
Si 11.111 5.144 28.982 0.003 0.003 0.04
Si 13.612 7.836 28.777 0.001 0 0.039
Si 10.631 10.986 28.571 -0.001 0.009 0.036
Si 13.348 13.828 28.494 0 0.007 0.042
Si 1.473 1.353 30.235 0.009 0 -0.012
Si 4.15 4.144 30.07 0.003 -0.006 -0.012
Si 1.237 6.85 29.949 -0.001 0.006 -0.004
Si 4.022 9.542 30.026 -0.005 -0.004 0.003
Si 1.248 12.276 29.938 -0.001 0.001 0
Si 4.031 14.998 30.226 0.004 0.011 -0.002
Si 6.788 1.387 30.089 0.002 0.005 -0.006
Si 9.492 4.128 30.315 -0.004 -0.004 -0.006
Si 6.649 6.769 30.46 0.004 0.005 -0.013
Si 9.632 9.609 30.25 -0.016 -0.011 -0.012
Si 6.837 12.162 30.086 0.006 0.002 -0.003
Si 9.578 14.935 29.958 0.001 -0.004 -0.007
Si 12.241 1.301 30.063 0.001 0.001 -0.006
Si 14.972 4.043 29.943 -0.001 0.005 0.002
Si 12.241 6.723 30.266 0.003 -0.002 -0.014
Si 14.861 9.52 29.905 -0.004 -0.008 -0.002
Si 12.218 12.236 29.867 -0.004 0.002 -0.01
Si 14.953 14.996 29.879 0.005 0.003 -0.011
Si 0.004 2.754 31.393 0.003 -0.013 0.005
Si 2.747 0.002 31.634 -0.016 0.007 -0.005
Si -0.092 8.192 31.364 0.002 -0.001 0.007
Si 2.661 5.493 31.33 0.007 -0.004 0.014
Si -0.072 13.631 31.337 0.001 0.003 0.012
Si 2.676 10.959 31.349 0.008 0.002 0.011
Si 5.467 2.764 31.499 -0.006 0 0.005
Si 8.191 -0.031 31.355 -0.004 0.003 0.01
Si 5.234 8.197 31.579 0.012 -0.008 -0.003
Si 8.156 5.469 31.68 0.005 0.003 -0.006
Si 5.461 13.57 31.415 -0.007 -0.002 0.011
Si 8.179 10.91 31.56 0.006 -0.003 -0.004
Si 10.878 2.646 31.489 -0.009 0.009 0.002
Si 13.652 -0.015 31.376 0.005 -0.002 0.003
Si 10.925 8.168 31.549 0.003 0.001 -0.002
Si 13.66 5.338 31.49 -0.01 0.011 0.001
Si 10.913 13.586 31.359 -0.002 0 0.006
Si 13.572 10.906 31.298 0.003 0.006 0.011
Si 1.35 4.126 32.751 -0.005 0 0.028
Si 4.12 1.409 32.885 0.012 -0.002 0.01
Si 1.327 9.54 32.714 0.003 -0.018 0.024
Si 3.937 6.786 32.863 0.009 -0.003 0.021
Si 1.296 14.94 32.808 0.011 0.004 0.014
Si 4.054 12.255 32.776 -0.009 -0.007 0.019
Si 6.8 4.055 32.932 -0.003 -0.001 0.018
Si 9.507 1.3 32.814 -0.001 0.014 0.021
Si 6.757 9.52 32.839 0.005 -0.004 0.019
Si 9.543 6.849 32.926 -0.011 -0.009 0.015
Si 6.825 14.963 32.755 0.01 0.01 0.027
Si 9.553 12.301 32.828 -0.006 0 0.014
Si 12.257 4.019 32.837 0.01 0.007 0.019
Si 14.977 1.372 32.756 -0.013 0.004 0.023
Si 12.305 9.563 32.796 -0.016 -0.029 0.021
Si 14.97 6.798 32.799 -0.004 0.002 0.015
Si 12.274 14.949 32.734 -0.009 0.009 0.022
Si 14.936 12.25 32.708 0.01 -0.002 0.019
Si -0.016 0.021 34.147 0.027 -0.014 0.198
Si 2.703 2.772 34.157 -0.007 -0.008 0.211
Si 0.013 5.463 34.165 -0.016 -0.001 0.211
Si 2.63 8.187 34.185 -0.021 0.044 0.215
Si -0.019 10.895 34.092 -0.044 0.034 0.205
Si 2.697 13.609 34.152 0.004 -0.001 0.192
Si 5.49 0.005 34.171 -0.015 0.005 0.217
Si 8.181 2.679 34.222 0.039 -0.022 0.222
Si 5.385 5.446 34.196 -0.013 0.009 0.212
Si 8.128 8.183 34.22 -0.008 0.019 0.208
Si 5.411 10.902 34.17 -0.023 0.023 0.21
Si 8.172 13.641 34.17 0.009 -0.025 0.215
Si 10.904 -0.041 34.141 0.026 -0.033 0.211
Si 13.627 2.688 34.186 0.017 -0.009 0.196
Si 10.915 5.425 34.199 0.002 -0.001 0.217
Si 13.622 8.168 34.166 -0.001 0.005 0.201
Si 10.917 10.905 34.143 -0.01 0.026 0.212
Si 13.618 13.608 34.113 0.022 -0.002 0.207
Si 1.342 1.402 35.504 0.007 -0.097 0.216
Si 4.054 4.081 35.561 -0.069 0.147 0.378
Si 1.338 6.804 35.57 -0.146 0.147 0.324
Si 4.064 9.518 35.523 -0.123 0.094 0.205
Si 1.351 12.225 35.495 -0.004 0.085 0.198
Si 4.07 14.995 35.499 0.017 -0.088 0.2
Si 6.819 1.349 35.581 0.098 -0.151 0.379
Si 9.536 4.078 35.559 0.092 -0.113 0.27
Si 6.77 6.795 35.549 -0.024 0.119 0.35
Si 9.55 9.543 35.502 -0.175 0.096 0.405
Si 6.8 12.259 35.512 -0.067 0.08 0.239
Si 9.529 14.979 35.535 0.087 -0.036 0.303
Si 12.248 1.333 35.524 0.109 -0.046 0.221
Si 14.98 4.09 35.53 -0.012 -0.068 0.138
Si 12.261 6.803 35.547 0.05 0.002 0.242
Si 14.991 9.527 35.505 -0.011 0.022 0.196
Si 12.27 12.266 35.494 -0.025 -0.049 0.36
Si 14.967 14.979 35.489 -0.036 -0.001 0.26
Si 0.007 2.749 6.957 -0.041 -0.015 -0.124
Si 2.719 0.061 6.899 -0.137 0.034 -0.22
Si -0.012 8.165 6.95 0.133 -0.083 -0.328
Si 2.712 5.429 6.966 0.11 -0.147 -0.281
Si 0.007 13.616 6.882 0.016 0.005 -0.282
Si 2.718 10.883 6.925 0.093 -0.028 -0.245
Si 5.435 2.728 6.961 0.007 0.07 -0.177
Si 8.192 0.014 6.965 -0.139 0.067 -0.35
Si 5.426 8.156 6.949 0.152 -0.089 -0.231
Si 8.142 5.44 6.955 -0.01 0.082 -0.151
Si 5.429 13.626 6.9 0.015 -0.01 -0.322
Si 8.202 10.888 6.891 0.137 -0.222 -0.381
Si 10.908 2.721 6.944 -0.072 0.093 -0.247
Si 13.624 -0.007 6.92 0.054 0.07 -0.305
Si 10.868 8.157 6.931 0.037 -0.002 -0.185
Si 13.626 5.449 6.958 -0.064 -0.003 -0.151
Si 10.905 13.611 6.9 0.013 0.02 -0.378
Si 13.619 10.898 6.887 -0.061 0.024 -0.327
Si 1.361 4.093 8.366 -0.005 -0.003 -0.198
Si 4.052 1.402 8.325 -0.006 0.014 -0.217
Si 1.375 9.509 8.285 0.006 -0.008 -0.201
Si 4.085 6.765 8.312 0.025 -0.014 -0.212
Si 1.368 15.002 8.224 -0.006 0.018 -0.208
Si 4.09 12.257 8.276 0.013 -0.025 -0.204
Si 6.791 4.088 8.339 -0.009 -0.005 -0.205
Si 9.545 1.388 8.322 -0.018 0.021 -0.212
Si 6.875 9.498 8.247 0.014 -0.026 -0.215
Si 9.497 6.808 8.325 0.02 -0.026 -0.203
Si 6.78 14.987 8.263 -0.015 0.036 -0.212
Si 9.568 12.233 8.249 0.008 -0.009 -0.233
Si 12.261 4.081 8.32 -0.013 0.028 -0.189
Si 14.967 1.376 8.291 -0.011 0.018 -0.187
Si 12.26 9.528 8.243 0.005 -0.026 -0.214
Si 14.985 6.805 8.333 0.028 -0.04 -0.208
Si 12.256 14.973 8.259 -0.02 0.009 -0.223
Si 14.968 12.267 8.246 0.008 -0.004 -0.227
Si -0.009 -0.02 9.612 0 -0.005 -0.014
Si 2.724 2.753 9.765 -0.012 -0.014 -0.023
Si 0.007 5.458 9.74 -0.001 0.001 -0.021
Si 2.702 8.098 9.637 0.006 0.016 -0.017
Si 0.017 10.915 9.584 -0.003 -0.004 -0.014
Si 2.735 13.681 9.606 -0.011 -0.006 -0.023
Si 5.398 -0.001 9.641 0.001 -0.015 -0.017
Si 8.155 2.726 9.688 0.008 0.013 -0.016
Si 5.442 5.447 9.736 -0.006 -0.012 -0.024
Si 8.146 8.152 9.745 0.013 0.021 -0.028
Si 5.548 10.884 9.547 -0.003 0.01 -0.012
Si 8.206 13.633 9.533 -0.011 -0.002 -0.014
Si 10.973 0.054 9.629 -0.005 -0.008 -0.018
Si 13.634 2.734 9.696 -0.003 -0.013 -0.023
Si 10.867 5.438 9.662 0.002 0.004 -0.013
Si 13.625 8.214 9.627 0.005 0.028 -0.014
Si 10.906 10.848 9.63 0.017 0.013 -0.022
Si 13.574 13.59 9.615 0.016 0.009 -0.019
Si 1.359 1.274 11.02 -0.004 0.003 -0.004
Si 4.068 4.175 11.171 0.008 -0.002 -0.006
Si 1.332 6.843 11.132 -0.004 -0.001 -0.012
Si 4.22 9.422 10.796 -0.016 0.024 0.008
Si 1.347 12.326 10.899 0.01 -0.007 0.002
Si 4.089 14.972 11.063 -0.001 0.005 -0.006
Si 6.739 1.35 10.992 0.003 -0.002 -0.002
Si 9.518 4.075 11.066 0.01 -0.003 -0.003
Si 6.781 6.778 11.165 -0.003 0.003 -0.008
Si 9.568 9.526 11.056 -0.009 -0.005 -0.006
Si 6.911 12.27 10.898 -0.005 -0.004 0.001
Si 9.58 14.994 10.854 0.005 -0.001 0
Si 12.295 1.389 11.086 0.001 0.008 -0.003
Si 14.998 4.059 11.098 -0.003 0.003 -0.003
Si 12.268 6.838 10.944 0.003 -0.016 -0.004
Si 14.999 9.597 10.974 0.002 -0.007 -0.003
Si 12.263 12.188 10.996 -0.01 0.002 -0.004
Si 14.894 14.987 10.95 0.013 -0.001 -0.002
Si 0.026 2.611 12.415 0.004 0 0.001
Si 2.664 -0.087 12.481 -0.003 0.002 0.004
Si -0.004 8.337 12.432 0.004 0.007 0.003
Si 2.676 5.556 12.614 -0.003 -0.004 -0.006
Si -0.134 13.584 12.28 0.001 0.004 0
Si 2.931 10.939 11.905 -0.006 -0.014 0.02
Si 5.411 2.688 12.444 0.001 -0.002 -0.004
Si 8.213 -0.026 12.196 -0.004 -0.002 0.008
Si 5.378 8.187 12.469 0.003 0.009 -0.004
Si 8.17 5.404 12.521 0.003 -0.006 -0.005
Si 5.594 13.621 12.288 0.001 -0.006 0.006
Si 8.254 10.986 12.353 -0.001 0.005 -0.004
Si 10.926 2.742 12.443 -0.009 -0.001 0
Si 13.632 0.007 12.459 -0.005 -0.008 -0.003
Si 10.962 8.161 12.388 0.014 0.005 0.001
Si 13.631 5.53 12.337 -0.002 0.007 0.003
Si 10.86 13.604 12.222 0.004 0.005 0.006
Si 13.682 10.899 12.413 0 0.001 0
Si 1.562 3.764 13.743 -0.011 0.001 0.02
Si 3.797 1.538 13.753 0.006 -0.006 0.017
Si 1.628 9.792 13.368 0.007 0.013 0
Si 3.602 7.4 13.92 -0.006 0.004 0.028
Si 0.989 15.025 13.678 0.001 -0.008 0.011
Si 4.438 11.955 13.382 -0.011 0.005 0.003
Si 7.066 3.705 13.789 -0.003 -0.003 0.029
Si 9.308 1.468 13.595 0.008 -0.001 0.016
Si 6.634 9.832 13.547 0.003 -0.002 0.019
Si 9.852 6.567 13.704 -0.005 0.003 0.024
Si 7.194 14.751 13.587 -0.005 0.01 0.013
Si 9.416 12.564 13.732 0.004 -0.004 0.017
Si 12.087 4.399 13.691 0.012 -0.007 0.013
Si 15.258 1.061 13.853 0.001 0.008 0.012
Si 12.572 9.315 13.697 -0.008 0.001 0.022
Si 14.747 7.095 13.707 0.002 -0.013 0.019
Si 12.364 14.705 13.58 -0.001 0.003 0.013
Si 14.678 12.555 13.817 0.003 0.005 0.03
Si 20.444 5.12 20.256 0.018 0 0.053
Si 14.768 -16.258 20.326 -0.009 -0.006 0.043
Si -4.224 7.178 24.096 0 0.005 0.06
Si 2.658 7.747 25.772 0.001 -0.007 0.056
Si 14.228 26.6 20.635 -0.003 -0.005 0.059
Si -10.666 26.617 19.673 0 0.005 0.046
Si 6.537 12.234 21.996 -0.003 0.002 0.059
Si 19.966 19.913 17.618 -0.005 -0.001 0.052
Si 9.152 1.241 23.732 -0.006 -0.003 0.06
Si 7.834 24.188 22.478 0.005 0.001 0.057
Si 10.926 27.17 15.887 0.005 -0.001 0.069
Si 25.869 5.608 23.583 0 -0.004 0.047
Si 2.845 -9.98 16.596 -0.006 -0.008 0.068
Si 22.355 9.921 25.91 -0.01 0 0.057
Si 13.768 2.442 25.571 0.017 -0.001 0.055
Si 19.667 26.823 24.622 0.001 -0.009 0.056
Si 0.521 14.504 24.915 -0.006 0.001 0.048
Si 0.121 1.047 25.963 0.006 0.004 0.075
Si 6.025 7.416 20.24 0.004 0 0.049
Si -4.89 8.754 26.564 0.001 0.005 0.064
Si 3.775 12.533 19.379 0.005 -0.01 0.049
Si 1.215 15.893 20.009 0.005 -0.011 0.059
Si 15.93 15.736 17.764 0.002 0.005 0.061
Si 13.551 -4.514 23.317 0.006 0 0.065
Si 30.672 21.395 24.05 0.009 -0.001 0.057
Si 18.105 14.09 22.327 -0.004 0.001 0.065
Si 27.82 17.966 17.992 -0.009 0.009 0.067
Si 1.261 11.774 17.908 0.008 -0.009 0.06
Si 16.386 5.462 15.859 0.001 0 0.064
Si 33.347 5.413 25.645 0.003 0 0.045
Si 12.519 11.955 18.439 0.001 -0.001 0.075
Si 18.312 -9.623 19.393 -0.004 0.006 0.05
Si 12.052 0.83 23.501 -0.003 0.003 0.059
Si 22.238 19.631 21.938 0.006 -0.002 0.065
Si 14.88 -4.029 26.122 0.001 0.003 0.066
Si -1.327 13.048 16.862 -0.003 0.009 0.06
Si 8.639 8.645 15.691 -0.004 0.004 0.071
Si -10.777 15.064 18.514 0.008 -0.012 0.064
Si 11.126 0.198 15.554 0.004 0.008 0.018
Si -3.258 47.336 22.149 0.001 -0.003 0.053
Si -8.89 -11.425 25.403 -0.004 0.011 0.055
Si 7.854 -1.849 20.156 0.003 -0.009 0.045
Si 16.18 20.769 18.689 -0.008 0 0.07
Si 18.837 11.442 21.73 0.003 0 0.065
Si 18.302 28.723 14.998 0.001 -0.011 0.054
Si 12.578 23.949 21.05 -0.008 -0.003 0.051
Si 25.174 -12.651 21.651 0.005 0.003 0.064
Si 18.788 2.982 25.985 -0.008 0.001 0.083
Si 43.309 11.062 22.542 0 -0.006 0.051
Si 22.89 19.34 16.637 0.005 -0.002 0.07
Si 9.401 6.635 27.184 0.006 0.003 0.061
Si 24.377 26.806 23.917 -0.009 -0.003 0.057
Si 17.242 9.602 19.8 -0.001 0.008 0.052
Si 21.837 2.637 25.021 -0.009 0.001 0.063
Si 7.951 8.833 18.559 0 0.008 0.064
Si -3.686 2.116 20.785 -0.001 0.008 0.063
Si 10.116 8.839 20.481 0.006 -0.005 0.057
Si -10.913 23.165 25.95 -0.005 -0.004 0.05
Si 22.064 0.198 15.815 0 -0.005 0.06
Si 13.164 2.342 15.635 -0.014 -0.004 0.049
Si 6.732 17.112 20.157 -0.001 0.006 0.052
Si 27.027 13.447 20.635 -0.005 0.002 0.055
Si 6.527 16.208 24.318 0.002 -0.004 0.049
Si 17.681 1.717 18.12 0.001 -0.005 0.053
Si 8.687 19.032 18.69 0.002 -0.001 0.073
Si 13.902 4.786 20.919 -0.01 0.008 0.066
Si 4.657 30.424 23.639 0.002 0.008 0.055
Si 39.789 15.248 26.933 -0.004 -0.009 0.056
Si 19.496 13.245 25.962 -0.008 0 0.088
Si 9.216 17.597 26.835 0.004 0 0.064
O -8.199 16.473 27.233 -0.002 0.001 -0.018
O -6.25 2.428 17.912 0.01 -0.006 -0.029
O 2.371 3.153 27.589 -0.001 0.002 -0.029
O 13.849 -3.211 27.092 0.013 -0.01 -0.038
O -3.709 8.213 27.533 -0.014 0.008 -0.028
O 7.002 9.298 28.609 -0.012 0.011 -0.022
O 6.125 18.246 21.123 0.004 -0.016 -0.032
O 4.43 17.168 15.09 -0.014 0.011 -0.032
O -5.427 6.083 24.308 -0.004 -0.002 -0.024
O 10.839 10.02 21.314 -0.002 -0.008 -0.027
O 9.151 2.377 22.574 -0.002 0.015 -0.034
O 2.82 11.72 25.54 0.002 -0.007 -0.022
O 4.102 1.319 28.326 0.004 0.001 -0.016
O -8.103 5.794 26.499 -0.013 -0.012 -0.021
O -6.172 -3.936 21.753 0.001 0.013 -0.027
O 10.955 5.465 14.232 -0.005 0.004 -0.02
O 8.854 2.595 27.67 0.005 -0.01 -0.032
O 5.343 6.073 27.397 -0.003 0.012 -0.04
O 9.746 26.089 16.02 0.002 0.001 -0.017
O 23.922 -4.559 23.104 -0.007 0.007 -0.033
O 4.926 26.582 24.77 -0.008 0.004 -0.021
O 7.749 3.498 17.63 -0.019 0.001 -0.037
O 11.279 7.788 20.101 -0.005 0.001 -0.011
O 17.553 9.652 28.182 -0.001 -0.005 -0.015
O 12.256 -1.337 28.077 -0.003 0.001 -0.014
O 6.95 10.101 18.702 0.009 -0.004 -0.023
O 12.192 4.03 28.542 0.005 -0.006 -0.008
O 10.632 0.623 27.313 -0.009 0.009 -0.02
O 13.607 13.39 22.952 -0.003 0.011 -0.024
O 7.801 16.725 23.485 0.005 0.003 -0.02
O 14.766 6.811 28.214 0.007 -0.007 -0.02
O 23.211 4.198 28.467 -0.003 0.002 -0.011
O 14.109 17.786 20.792 0.005 -0.005 -0.019
O 14.087 15.089 20.966 0.011 0.011 -0.027
O 17.692 12.551 22.012 0.001 -0.006 -0.022
O 22.054 15.638 27.627 0.011 -0.006 -0.024
O 5.315 6.067 19.734 -0.005 -0.003 -0.015
O 0.636 14.992 18.782 -0.01 -0.001 -0.036
O 7.492 -5.863 25.443 0.014 0.005 -0.037
O 23.621 4.13 21.82 -0.002 -0.001 -0.021
O 12.018 18.174 22.238 0.007 0.01 -0.042
O 9.501 12.111 28.181 0.001 -0.001 -0.021
O 2.578 8.676 14.118 0.008 -0.012 -0.013
O 7.801 1.409 19.107 0.007 0.008 -0.023
O 2.72 19.024 14.229 0.001 -0.001 -0.01
O 3.851 23.337 15.501 0.011 0.009 -0.055
O 6.095 10.979 21.076 -0.007 -0.014 -0.033
O -1.691 18.107 15.225 0.013 -0.01 -0.039
O 6.528 3.971 15.32 0.005 0.011 -0.054
O 12.143 1.302 14.934 0.001 -0.001 -0.025
O 12.902 20.129 14.988 -0.007 0.012 -0.025
O 11.632 -1.857 21.454 -0.01 -0.006 -0.023
O 8.234 18.927 14.055 0 0.001 -0.007
O 8.977 8.222 21.415 0.01 0.008 -0.031
O 11.558 11.227 17.332 -0.017 -0.011 -0.045
O 5.497 10.902 14.062 0.004 -0.002 -0.01
O 5.147 3.135 17.387 0.012 -0.001 -0.031
O 7.076 14.496 18.716 -0.011 0.003 -0.024
O 10.258 12.082 15.064 -0.013 0.013 -0.038
O 8.281 13.667 14.192 0.001 -0.002 -0.009
O 17.699 -2.425 14.846 -0.004 0.017 -0.032
O 9.433 -2.111 19.992 -0.002 0.003 -0.018
O 11.822 1.436 19.559 -0.01 -0.005 -0.048
O 6.511 -9.082 21.78 -0.013 -0.002 -0.035
O 9.653 10.484 23.694 0.009 0.005 -0.02
O 19.409 10.824 23.081 -0.009 0.01 -0.048
O 16.992 4.206 15.036 0.013 -0.01 -0.039
O 25.427 3.45 20.072 -0.001 -0.01 -0.051
O 21.461 8.777 20.031 -0.001 0.002 -0.017
O 5.46 16.404 19.435 -0.008 -0.008 -0.03
O 15.344 14.649 16.724 -0.003 -0.011 -0.026
O 15.3 6.296 15.015 -0.009 0.013 -0.029
O -1.957 4.666 22.471 -0.005 -0.004 -0.053
O 12.744 2.371 17.218 0.014 0.004 -0.044
O 29.071 3.706 20.596 -0.001 -0.005 -0.018
O 1.959 10.219 20.856 -0.011 -0.013 -0.032
O 8.556 6.876 23.514 -0.006 0.011 -0.022
O -2.762 18.712 27.172 0.003 -0.007 -0.046
O 13.518 6.431 24.314 -0.002 0 -0.022
O 6.628 3.544 25.779 -0.003 -0.003 -0.021
O 8.763 23.472 28.549 0.012 -0.017 -0.034
O 5.253 15.552 17.013 0.001 0.017 -0.05
O 8.646 20.842 24.393 0.012 0.002 -0.032
O 2.615 18.687 17.354 0.007 0.005 -0.029
O 10.021 24.284 26.492 0.005 0.006 -0.018
O 3.672 -4.045 20.973 0.007 0.007 -0.036
O 25.605 7.331 15.019 0.012 -0.017 -0.034
O 16.737 2.92 18.654 0.004 -0.002 -0.019
O -9.123 13.322 21.041 0.006 0.014 -0.026
O 15.757 10.049 20.197 0.011 -0.003 -0.014
O 7.414 9.217 14.827 -0.013 0.009 -0.036
O 8.018 24.557 17.092 0.009 -0.003 -0.06
O 25.488 18.052 25.288 0 -0.001 -0.048
O 17.622 6.479 16.137 -0.006 0 -0.029
O 7.568 -0.416 20.871 -0.004 0.001 -0.022
O 17.328 21.827 19.042 -0.002 -0.005 -0.021
O 12.094 -6.186 15.016 0.013 -0.011 -0.035
O 25.73 -7.024 19.113 -0.015 0 -0.031
O 38.241 19.281 23.456 0.004 0.006 -0.051
O 17.525 11.138 14.258 -0.006 -0.01 -0.014
O 1.993 11.935 16.512 0.008 0.009 -0.046
O 34.709 14.968 20.999 -0.004 0.016 -0.038
O 14.258 27.372 22.072 0.005 -0.012 -0.04
O 5.513 -5.587 27.221 0 -0.003 -0.036
O 4.608 11.224 18.869 -0.004 0.002 -0.012
O -2.773 12.861 17.571 0.012 0.004 -0.033
O 13.629 3.919 24.938 0 0.011 -0.028
O 0.134 5.17 27.153 0.008 -0.003 -0.033
O 16.253 17.213 27.568 -0.007 0.008 -0.037
O 26.131 21.234 22.144 -0.003 -0.01 -0.028
O -1.202 12.332 15.396 -0.002 -0.01 -0.063
O 21.751 15.503 23.382 -0.006 -0.005 -0.019
O 19.244 6.163 20.618 -0.007 0.002 -0.026
O 4.003 2.867 25.544 0.017 -0.002 -0.016
O 18.838 9.169 25.034 0.003 0.015 -0.028
O -0.066 32.243 25.366 0.002 -0.015 -0.018
O -3.024 6.249 20.679 0.003 -0.004 -0.02
O 3.233 -11.546 16.63 -0.002 0.01 -0.028
O 13.626 8.172 14.236 0 0.005 -0.019
O 15.074 4.528 19.848 0.022 -0.004 -0.038
O 18.143 4.302 25.322 -0.002 0.003 -0.012
O 2.958 -8.382 27.351 0.005 -0.004 -0.04
O 21.707 29.234 22.866 0.01 -0.013 -0.028
O 6.278 5.93 24.912 0.005 -0.004 -0.027
O 15.296 18.298 25.318 -0.007 0.002 -0.012
O 3.519 12.541 14.582 0.011 -0.001 -0.025
O 7.365 23.91 19.376 0.008 0.007 -0.025
O 10.507 16.692 23.644 0.007 -0.002 -0.022
O 19.495 14.197 23.098 -0.013 -0.002 -0.024
O 32.182 -11.042 24.549 -0.019 -0.001 -0.032
O 10.625 21.985 27.513 -0.009 0.009 -0.018
O 26.019 0.638 14.967 -0.01 0.005 -0.031
O 33.872 10.214 18.332 0 0.01 -0.027
O 12.018 11.322 23.337 -0.007 0 -0.02
O 19.65 13.328 27.564 0.008 -0.003 -0.031
O 16.093 28.694 17.845 -0.01 0.003 -0.022
O 32.66 16.207 14.291 -0.002 0.001 -0.024
O 20.835 13.915 18.972 0.004 0.01 -0.023
O 6.695 17.754 16.277 -0.004 -0.008 -0.023
O 17.651 23.224 25.524 -0.001 -0.001 -0.014
O 3.549 4.103 19.141 -0.007 -0.014 -0.039
O -15.73 14.605 23.3 0.011 -0.001 -0.046
O 23.348 -1.264 25.345 -0.003 0.01 -0.034
O -0.43 -2.997 25.446 0.007 0.008 -0.02
O 1.971 17.167 19.353 -0.002 0.013 -0.024
O 6.058 24.643 26.141 0.003 0.008 -0.015
O 16.29 16.479 20.84 0.003 0 -0.02
O 0.442 0.698 17.203 -0.001 0.002 -0.015
O 12 8.493 25.053 0.007 -0.013 -0.04
O 15.687 11.264 27.106 -0.012 0.011 -0.032
O 11.227 16.575 17.172 0 -0.009 -0.051
O 13.625 8.801 20.837 0.006 0.008 -0.018
O 18.302 -2.088 25.549 -0.006 0.001 -0.015
O 11.588 -1.222 14.973 0.006 -0.011 -0.034
O 20.291 6.944 25.258 0 0.002 -0.023
O 1.123 -8.325 19.794 0.004 -0.011 -0.021
O 12.032 7.667 22.569 0.005 0.005 -0.044
O -0.655 4.877 17.2 0.002 0.012 -0.049
O 2.925 7.002 18.083 0.006 -0.003 -0.046
O 31.041 16.287 18.701 0.009 -0.002 -0.039
O 2.231 12.571 18.919 -0.017 -0.003 -0.025
O 13.388 27.33 19.439 -0.011 0.015 -0.04
O 17.744 15.08 28.288 0.005 -0.003 -0.014
O 23.7 25.498 23.267 0 -0.011 -0.026
O 4.662 20.527 21.45 -0.014 0.013 -0.03
O 12.974 15.878 23.214 0.004 -0.011 -0.023
O 14.157 11.587 24.827 -0.013 -0.004 -0.046
O 29.781 13.599 14.053 0 0 -0.004
O 22.221 17.409 25.2 0.002 -0.002 -0.015
O 17.904 1.673 25.591 0 -0.002 -0.017
O 22.876 -0.759 14.818 0.011 -0.015 -0.033
O 28.982 1.53 24.829 -0.014 -0.011 -0.032
O 7.703 13.857 27.477 -0.008 0.012 -0.025
O 11.551 45.468 19.418 0.015 -0.013 -0.04
O 11.104 10.246 27.16 0.003 -0.007 -0.023
O 20.853 13.731 25.22 0.009 0.003 -0.033
H 0.524 2.228 36.436 0.299 -0.368 -0.265
H 2.174 0.591 36.436 -0.251 0.269 -0.259
H 3.234 4.905 36.493 0.297 -0.315 -0.222
H 4.884 3.268 36.493 -0.281 0.192 -0.301
H 2.159 5.982 36.502 -0.209 0.321 -0.306
H 0.519 7.629 36.502 0.233 -0.423 -0.194
H 4.886 8.697 36.456 -0.304 0.249 -0.301
H 3.248 10.346 36.456 0.311 -0.311 -0.212
H 2.18 11.411 36.427 -0.361 0.229 -0.28
H 0.543 13.061 36.427 0.225 -0.302 -0.254
H 4.889 14.17 36.431 -0.307 0.232 -0.243
H 3.262 15.83 36.431 0.272 -0.256 -0.274
H 7.652 0.539 36.513 -0.367 0.287 -0.199
H 5.996 2.169 36.513 0.21 -0.253 -0.296
H 8.704 4.89 36.491 0.249 -0.246 -0.281
H 10.362 3.261 36.491 -0.274 0.301 -0.214
H 5.954 7.622 36.482 0.303 -0.316 -0.209
H 7.597 5.978 36.482 -0.299 0.196 -0.279
H 8.727 10.364 36.435 0.369 -0.193 -0.206
H 10.351 8.701 36.435 -0.252 0.293 -0.28
H 7.631 11.446 36.445 -0.289 0.226 -0.272
H 5.977 13.079 36.445 0.301 -0.24 -0.233
H 8.716 15.809 36.468 0.357 -0.241 -0.289
H 10.354 14.16 36.468 -0.324 0.23 -0.239
H 13.08 0.523 36.456 -0.381 0.267 -0.217
H 11.44 2.169 36.456 0.214 -0.294 -0.3
H 15.807 3.274 36.462 -0.309 0.367 -0.232
H 14.16 4.914 36.462 0.267 -0.294 -0.289
H 11.428 7.613 36.479 0.27 -0.277 -0.255
H 13.086 5.985 36.479 -0.239 0.355 -0.244
H 15.802 8.694 36.437 -0.226 0.39 -0.289
H 14.169 10.348 36.437 0.27 -0.258 -0.264
H 11.442 13.082 36.426 0.304 -0.249 -0.271
H 13.086 11.439 36.426 -0.244 0.303 -0.252
H 14.146 15.801 36.422 0.258 -0.377 -0.254
H 15.791 14.159 36.422 -0.244 0.272 -0.273
H -0.819 3.566 6.024 0.354 -0.258 0.259
H 0.825 1.923 6.024 -0.276 0.342 0.285
H 1.886 0.872 5.967 0.374 -0.289 0.207
H 3.527 -0.774 5.967 -0.155 0.324 0.285
H 0.806 7.34 6.018 -0.28 0.278 0.215
H -0.824 8.997 6.018 0.236 -0.332 0.292
H 3.532 4.605 6.033 -0.379 0.24 0.217
H 1.891 6.251 6.033 0.26 -0.246 0.292
H 0.814 12.78 5.95 -0.28 0.284 0.241
H -0.817 14.436 5.95 0.322 -0.289 0.233
H 1.888 11.697 5.992 0.262 -0.287 0.288
H 3.534 10.056 5.992 -0.26 0.336 0.228
H 6.258 1.908 6.028 -0.258 0.24 0.279
H 4.605 3.542 6.028 0.331 -0.269 0.242
H 7.359 0.824 6.033 0.352 -0.193 0.211
H 9.005 -0.816 6.033 -0.27 0.283 0.282
H 4.604 8.978 6.016 0.283 -0.276 0.289
H 6.243 7.329 6.016 -0.344 0.259 0.207
H 8.973 4.628 6.023 -0.261 0.222 0.285
H 7.315 6.257 6.023 0.293 -0.297 0.245
H 4.61 14.451 5.968 0.238 -0.293 0.249
H 6.252 12.805 5.968 -0.242 0.245 0.252
H 9.024 10.067 5.959 -0.289 0.402 0.162
H 7.371 11.701 5.959 0.198 -0.233 0.303
H 11.715 1.885 6.011 -0.281 0.277 0.277
H 10.082 3.538 6.011 0.304 -0.21 0.237
H 12.792 0.804 5.988 0.285 -0.283 0.233
H 14.446 -0.83 5.988 -0.254 0.352 0.262
H 11.702 7.347 5.999 -0.347 0.176 0.249
H 10.067 8.999 5.999 0.269 -0.356 0.266
H 12.801 6.268 6.025 0.282 -0.241 0.274
H 14.447 4.626 6.025 -0.312 0.312 0.258
H 11.733 12.795 5.968 -0.25 0.346 0.249
H 10.081 14.431 5.968 0.236 -0.326 0.227
H 14.441 10.076 5.955 -0.284 0.296 0.236
H 12.803 11.726 5.955 0.287 -0.313 0.236

Results
free energy: -284453.278 eV
free energy less fixed offsets of H -15.71, O -570.45, Si -639.56 eV per atom: -8.798 eV

The program warned: the cutoff lies below the one the program advises for these potential files; the forces do not sum to zero within the program's tolerance; empty levels may hold ghost states of the PAW files; the exchange-correlation potential is rough where the density is thin.
